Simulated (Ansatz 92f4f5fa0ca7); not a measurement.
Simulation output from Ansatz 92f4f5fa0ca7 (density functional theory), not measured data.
Periodic cell of 279 atoms, Si168O105H6, from a study of silicon, its oxide and their interface. The atomic structure is a simulated model.
Doubt: the cutoff is far below the 930 eV that the study's wrapper takes by default for these files, so forces and energies are approximate.
This geometry differs little from another in the collection (a relaxation step or a small displacement).

Settings: functional PBE; potential files Ansatz PAW; basis plane waves; wave-function cutoff 580 eV; density cutoff ratio 5; exchange-correlation grid ratio 1; k mesh 1 x 1 x 1, Gamma-centred; self-consistency stop 5e-08 eV per atom in the density residual; occupations fixed; spin none; net charge 0.

Cell vectors (angstrom)
a, 11.6015, 0, 0
b, 0, 13.3963, 0
c, 0, 0, 31.4558

Atoms and the computed forces on them: element, x, y, z (angstrom), force x, y, z (eV/angstrom)
Si, -0.0532, -0.0413, 24.5413, -0.0311, 0.1037, 2.5405
Si, 3.8627, -0.0757, 24.3743, -0.0665, 0.0155, -0.2108
Si, 7.6957, 0.0407, 24.6578, -0.0189, 0.1665, -0.136
Si, 1.8194, 3.2251, 24.1456, 0.0309, -0.0562, -0.2468
Si, 5.8649, 3.4171, 24.5557, 0.0403, 0.1725, -0.1039
Si, 9.4848, 3.3681, 24.5641, -0.1057, 0.013, -0.2096
Si, -0.0438, 6.6864, 24.5825, 0.2707, -0.2953, 2.4844
Si, 3.8727, 6.7054, 24.268, -0.029, -0.0044, -0.2919
Si, 7.6541, 6.701, 24.7522, 0.0932, -0.1159, 2.4765
Si, 1.8108, 10.0198, 24.4589, -0.0599, -0.0136, -0.2882
Si, 5.8264, 10.1412, 24.7036, 0.1187, 0.1787, -0.1034
Si, 9.6331, 9.8537, 24.5826, -0.0178, -0.0617, -0.0962
Si, -0.0905, 2.2459, 25.1818, -0.0164, -0.1664, 0.203
Si, 3.8264, 2.2209, 25.0274, 0.0401, -0.0563, 0.0829
Si, 7.6695, 2.2363, 25.5339, 0.0525, -0.103, 0.2814
Si, 1.9531, 5.4802, 25.0556, -0.2598, 0.2108, 0.1122
Si, 5.6722, 5.6023, 25.3921, 0.2913, 0.0779, 0.2734
Si, 9.6327, 5.5621, 25.4055, -0.0679, 0.2389, 0.2695
Si, -0.0053, 8.8896, 25.4354, -0.0323, -0.0942, 0.2638
Si, 3.8186, 8.9343, 25.159, 0.0496, -0.0543, 0.1383
Si, 7.6792, 8.9335, 25.5065, -0.0248, -0.2403, 0.2648
Si, 1.9226, 12.2538, 25.2642, -0.1225, 0.0954, 0.243
Si, 5.7494, 12.3545, 25.4358, -0.0018, -0.1157, 0.3391
Si, 9.6177, 12.1809, 25.2471, 0.1241, 0.0025, 0.2234
Si, -0.0219, 2.24, 27.6526, 0.007, 0.0348, 0.2343
Si, 3.8493, 2.233, 27.5816, -0.0216, -0.0121, 0.2916
Si, 7.7148, 2.234, 27.8771, -0.0176, 0.004, 0.2483
Si, 1.9406, 5.5399, 27.5962, 0.0116, -0.0623, 0.1987
Si, 5.7362, 5.5921, 27.786, -0.0407, -0.0131, 0.2126
Si, 9.6596, 5.573, 27.7929, 0.0303, -0.0614, 0.1837
Si, 0.0101, 8.9132, 27.8075, 0.0146, 0.0085, 0.2086
Si, 3.8467, 8.9193, 27.6517, 0.001, 0.0095, 0.251
Si, 7.7249, 8.9298, 27.8636, -0.0156, 0.0373, 0.1992
Si, 1.9285, 12.2653, 27.7028, 0.0098, 0.016, 0.2358
Si, 5.7661, 12.3096, 27.8154, -0.0021, 0.0359, 0.2305
Si, 9.6447, 12.2412, 27.6982, -0.0055, -0.0234, 0.2695
Si, 1.9289, 1.1229, 28.535, -0.03, -0.0047, -0.0809
Si, 5.7458, 1.1408, 28.6245, 0.0611, -0.0145, 0.0021
Si, 9.6798, 1.091, 28.5945, -0.0167, 0.0283, -0.0494
Si, 0.0128, 4.4531, 28.5723, -0.0078, -0.0048, 0.0072
Si, 3.8232, 4.4328, 28.5713, 0.0215, 0.0466, 0.0048
Si, 7.7039, 4.4897, 28.632, 0.0026, -0.0078, 0.0183
Si, 1.9512, 7.766, 28.5666, -0.0152, 0.0181, -0.0231
Si, 5.7604, 7.823, 28.6169, 0.0166, -0.0395, 0.0303
Si, 9.6737, 7.8063, 28.6418, -0.012, -0.0127, 0.0499
Si, -0.009, 11.1593, 28.5999, 0.0159, 0.0103, -0.032
Si, 3.8425, 11.14, 28.5958, 0.0133, 0.0236, -0.0453
Si, 7.7164, 11.1789, 28.6331, -0.0308, -0.0089, -0.0149
Si, 1.9336, 1.1164, 31.0609, 0.019, 0.0257, -0.7693
Si, 5.8008, 1.1164, 31.0609, -0.2515, 0.0917, -0.5314
Si, 9.6679, 1.1164, 31.0609, 0.085, -0.1131, -0.5973
Si, 0, 4.4654, 31.0609, 0.1337, -0.0291, -0.7577
Si, 3.8672, 4.4654, 31.0609, -0.1307, -0.1722, -0.704
Si, 7.7343, 4.4654, 31.0609, -0.0824, 0.0628, -0.3245
Si, 1.9336, 7.8145, 31.0609, 0.0979, -0.1798, -0.781
Si, 5.8008, 7.8145, 31.0609, -0.1674, 0.0349, -0.4963
Si, 9.6679, 7.8145, 31.0609, 0.02, -0.0597, -0.3741
Si, 0, 11.1635, 31.0609, -0.0142, 0.0777, -0.4565
Si, 3.8672, 11.1635, 31.0609, -0.0857, -0.0974, -0.5467
Si, 7.7343, 11.1635, 31.0609, 0.0209, 0.0917, -0.4169
Si, 0, 0, 0.3944, -0.0166, 0.0186, -0.0462
Si, 3.8672, 0, 0.3944, 0.166, 0.1397, -0.2936
Si, 7.7343, 0, 0.3944, 0.0856, -0.0217, -0.205
Si, 1.9336, 3.3491, 0.3944, 0.0218, 0.1085, 0.0418
Si, 5.8008, 3.3491, 0.3944, -0.1035, -0.0354, -0.2176
Si, 9.6679, 3.3491, 0.3944, 0.1044, 0.0819, -0.1202
Si, 0, 6.6981, 0.3944, 0.0625, -0.0628, -0.1808
Si, 3.8672, 6.6981, 0.3944, -0.0811, 0.175, -0.0201
Si, 7.7343, 6.6981, 0.3944, 0.1062, 0.1806, 0.0882
Si, 1.9336, 10.0472, 0.3944, 0.1759, -0.1276, -0.073
Si, 5.8008, 10.0472, 0.3944, 0.0431, -0.1478, 0.1644
Si, 9.6679, 10.0472, 0.3944, -0.1496, -0.0117, 0.1007
Si, 0.0388, 0.0021, 2.7669, 0.0213, 0.0305, 0.0884
Si, 3.9288, 0.0312, 2.7352, -0.0714, -0.0251, -0.0517
Si, 7.7697, 0.0266, 2.7516, 0.0055, 0.009, 0.0428
Si, 1.9491, 3.3719, 2.774, -0.0258, -0.0371, 0.0707
Si, 5.7778, 3.3694, 2.7398, 0.0281, -0.0008, 0.002
Si, 9.6965, 3.377, 2.7689, 0.0072, -0.0399, 0.1039
Si, 0.0368, 6.6853, 2.7491, -0.0232, 0.0171, -0.0427
Si, 3.8671, 6.725, 2.7692, 0.021, -0.011, -0.0012
Si, 7.7684, 6.7498, 2.7852, -0.029, -0.0076, 0.0533
Si, 1.9802, 10.0175, 2.7719, -0.0075, -0.0269, 0.147
Si, 5.822, 10.0283, 2.7995, -0.0058, -0.001, 0.1054
Si, 9.6533, 10.0617, 2.7903, 0.0007, -0.0312, 0.1446
Si, 0.0339, 2.2355, 3.5806, -0.0148, 0.0017, -0.1054
Si, 3.8661, 2.2435, 3.5856, -0.0523, -0.0286, -0.0551
Si, 7.7247, 2.282, 3.4858, 0.0157, 0.0037, -0.015
Si, 1.9606, 5.6047, 3.6178, -0.022, 0.0324, 0.0282
Si, 5.8135, 5.6102, 3.4683, 0.0189, 0.0062, -0.1034
Si, 9.7047, 5.62, 3.5764, 0.0134, 0.063, -0.0723
Si, 0.0051, 8.9118, 3.5007, -0.0368, -0.017, -0.0361
Si, 3.9097, 8.9115, 3.6993, 0.035, -0.0049, -0.1492
Si, 7.7389, 8.951, 3.7396, 0.0016, 0.0177, -0.1651
Si, 2.0225, 12.2766, 3.4559, 0.0378, 0.0261, -0.0777
Si, 5.8454, 12.2865, 3.5134, 0.0034, -0.041, -0.0379
Si, 9.6922, 12.3075, 3.5923, 0.0094, -0.0208, -0.1352
Si, 0.0608, 2.2192, 5.9584, 0.0792, 0.0511, -0.1558
Si, 3.8407, 2.2051, 5.9677, 0.1713, 0.1155, -0.0788
Si, 7.7233, 2.2875, 5.8257, -0.0582, -0.0138, -0.1981
Si, 1.9662, 5.6382, 6.0259, 0.0647, -0.1586, -0.1706
Si, 5.8207, 5.5506, 5.783, -0.0993, -0.0343, -0.1779
Si, 9.7425, 5.6524, 5.9548, 0.0023, -0.1735, -0.1884
Si, -0.0043, 8.8955, 5.8475, -0.0252, -0.0165, -0.3139
Si, 3.9723, 8.8348, 6.1584, -0.1256, 0.1229, -0.0877
Si, 7.7147, 8.9462, 6.2204, 0.0625, -0.0759, -0.0614
Si, 2.1271, 12.2202, 5.7784, -0.1754, 0.0671, -0.2297
Si, 5.8795, 12.3015, 5.8605, -0.014, 0.155, -0.1474
Si, 9.7155, 12.3157, 5.9797, 0.0305, 0.0346, -0.1631
Si, 1.9565, 0.9779, 6.6966, 0.0358, -0.1005, 0.1647
Si, 5.8306, 1.1405, 6.6426, -0.0159, -0.0648, 0.0714
Si, 9.6461, 1.2187, 6.5824, -0.1687, 0.0855, 0.2542
Si, 0.0453, 4.4635, 6.7169, -0.0202, 0.0338, 0.0404
Si, 3.9199, 4.4615, 6.665, -0.0899, -0.0084, 0.0502
Si, 7.7705, 4.5341, 6.5558, 0.1141, 0.1348, 0.2545
Si, 1.902, 7.8849, 6.8025, -0.008, 0.0933, 0.2757
Si, 5.8718, 7.5625, 6.9614, 0.1261, -0.2795, 0.149
Si, 9.7226, 7.8638, 6.8678, 0.0058, 0.1149, 0.2969
Si, 0.1344, 11.1624, 6.3573, 0.1327, -0.0795, 0.0884
Si, 4.0535, 11.13, 6.7383, 0.0684, -0.1305, 0.3213
Si, 7.7587, 11.2847, 6.8223, -0.1414, 0.1658, 0.1999
O, 1.9786, 0.6787, 8.3407, 0.0041, 0.0811, -0.1319
O, 4.3512, 11.2092, 8.3941, 0.0203, -0.0015, -0.1777
O, 7.7339, 4.835, 8.2017, -0.0208, -0.0011, -0.0369
O, 9.875, 7.9747, 8.5471, 0.0111, -0.0191, -0.2556
O, 5.995, 6.8676, 8.5428, -0.1312, 0.3352, -0.2385
O, 1.6823, 8.0124, 8.4599, 0.011, -0.0656, -0.1663
O, 9.3574, 1.5955, 8.1723, 0.0184, -0.0299, -0.0828
O, 0.5693, 11.0399, 7.9546, -0.02, 0.0505, 0.1721
O, 7.516, 11.7826, 8.4264, 0.0194, -0.0821, -0.2042
O, 6.216, 10.5637, 23.1238, -0.0488, -0.0022, 0.1731
O, 3.9526, 13.0939, 22.6971, 0.0387, 0.0519, 0.3754
O, 6.3627, 3.7808, 22.9786, -0.1363, -0.0453, 0.1212
O, 1.6497, 3.0019, 22.4543, 0.0327, 0.1078, 0.4682
O, 9.0648, 3.4556, 22.9188, 0.0993, -0.019, 0.2642
O, 7.6076, 0.3073, 23.0169, 0.0207, -0.0205, 0.0838
O, 1.4716, 9.9287, 22.7979, 0.0306, 0.0068, 0.4073
O, 4.0242, 6.7107, 22.5438, -0.0672, -0.0944, 0.5166
O, 9.6885, 9.3364, 22.984, 0.0755, 0.0532, 0.1823
Si, 3.3015, 12.9977, 21.1918, 0.0846, -0.0713, -0.1257
Si, 11.8198, 1.7887, 11.4662, 0.0249, -0.0151, 0.0347
Si, -0.7771, 13.6397, 15.6194, 0.0039, -0.0316, 0.0183
Si, 7.2488, 3.6206, 11.3032, 0.0183, -0.0352, 0.1218
Si, 8.8322, 9.3384, 14.9031, -0.0077, 0.0172, 0.0028
Si, 10.4279, 0.9555, 19.8954, -0.0156, -0.0579, -0.0824
Si, 1.7278, 3.9972, 18.3433, -0.0147, 0.0532, -0.0319
Si, 8.8586, 10.2894, 11.9307, 0.0368, 0.0583, 0.0821
Si, 4.9234, -2.9296, 12.6446, -0.0032, 0.0164, 0.0549
Si, 3.6111, 0.483, 14.7373, -0.0111, -0.017, -0.0066
Si, 10.1949, 6.7027, 15.3933, 0.0002, 0.0344, -0.0036
Si, 11.0553, -0.9523, 12.8744, -0.0054, 0.0178, 0.0384
Si, 5.7846, 7.1499, 18.6198, 0.0088, 0.0285, 0.0472
Si, 13.4103, 0.038, 9.822, -0.0298, 0.0605, 0.116
Si, 7.6875, 3.6247, 22.0241, 0.0952, 0.0238, 0.0014
Si, 11.4752, 11.1446, 9.4087, 0.0842, -0.0077, -0.0026
Si, 4.4685, -5.6301, 21.3659, 0.0579, 0.1227, -0.1614
Si, 1.4924, 2.2683, 20.9901, -0.0678, -0.0539, -0.1535
Si, 6.1664, -4.2316, 16.2904, 0.0088, 0.0138, 0.0213
Si, -4.5697, 5.8242, 9.303, 0.1447, -0.2495, -0.0034
Si, 4.3929, 4.9019, 16.8538, 0.0395, -0.0029, 0.0066
Si, 9.2357, 15.0282, 9.779, 0.0921, 0.1033, 0.042
Si, 1.6459, 8.7769, 9.8992, 0.0083, 0.0047, 0.1017
Si, 8.4548, -1.4034, 9.7436, 0.046, -0.0628, 0.2376
Si, 9.456, 7.6713, 10.1042, 0.0902, 0.0286, 0.1606
Si, 2.0737, -2.1903, 13.7669, -0.0059, 0.0043, -0.0008
Si, 6.4057, 9.9252, 21.6499, -0.0393, 0.1205, -0.1188
Si, -0.9661, 11.9428, 18.0346, -0.0263, 0.016, -0.0157
Si, 5.686, -1.5425, 15.2891, 0.0059, -0.0174, 0.0163
Si, 1.3745, 2.4937, 15.6392, 0.0232, -0.0185, -0.0257
Si, 6.8742, 3.4618, 15.814, 0.0127, -0.0143, 0.0005
Si, 3.8383, 11.0855, 9.9342, 0.0089, -0.0084, 0.0956
Si, 5.5863, 2.3962, 13.4494, -0.0127, -0.0367, -0.0086
Si, 10.9679, 6.2082, 18.3222, -0.0031, 0.0455, 0.0309
Si, -2.4039, 8.959, 21.4847, -0.0241, 0.0894, -0.1927
Si, 1.1742, 4.3752, 13.1534, 0.0132, -0.008, -0.0232
Si, 5.8326, 7.591, 13.6131, 0.0116, 0.0149, 0.0259
Si, 4.0077, 5.1414, 13.8209, -0.0051, -0.0149, 0.0034
Si, 8.0776, 5.4548, 13.7417, 0.003, 0.0027, 0.0195
Si, 7.5465, -0.8791, 17.4217, -0.0191, 0.0089, 0.0238
Si, 8.7559, 15.1243, 17.3996, -0.0367, -0.0299, 0.0232
Si, 13.764, 10.0143, 21.3158, 0.065, -0.0059, -0.1514
Si, 11.4735, 9.2269, 19.2837, 0.0094, 0.001, 0.0085
Si, 0.0843, 9.0075, 14.4615, -0.0215, 0.0196, -0.0047
Si, 5.8166, -1.1769, 19.8378, 0.009, -0.0194, 0.0468
Si, 7.8253, 0.7112, 21.4639, 0.033, -0.1077, -0.0561
Si, 8.4241, 6.2068, 20.2201, 0.0281, 0.0251, -0.0304
Si, 0.267, 7.1845, 11.9429, 0.0184, 0.0061, 0.0229
O, 9.3859, 0.5369, 21.0628, -0.096, 0.0188, 0.102
O, 7.1553, -1.0675, 15.8401, -0.0124, -0.0049, 0.0375
O, 10.9695, -0.4795, 19.3092, 0.0029, 0.0478, 0.0632
O, 1.3791, -3.3972, 14.6893, 0.0035, 0.0015, 0.0255
O, -1.2937, 9.3385, 20.3861, -0.0571, -0.0119, 0.1796
O, 11.3978, -0.7526, 16.7737, -0.0051, -0.003, 0.0177
O, 6.4291, 4.7662, 10.4297, -0.0402, 0.087, -0.0403
O, 1.1927, 2.942, 17.1983, -0.0005, -0.0026, 0.0537
O, 7.4217, 2.2664, 21.1436, 0.0082, 0.0091, 0.0791
O, 8.6909, 13.5439, 10.2104, -0.0631, -0.0912, 0.0134
O, 4.4605, 1.1965, 13.4992, 0.0088, 0.0162, 0.0178
O, -1.2225, 9.8934, 14.9576, 0.0089, -0.0082, 0.0269
O, -0.0422, 1.8386, 20.6424, 0.0543, 0.0656, 0.0704
O, 1.9487, 3.2832, 19.7916, 0.0118, -0.0295, 0.124
O, 7.2538, 6.718, 19.1973, 0.0057, -0.0009, 0.0394
O, 5.1973, -2.9262, 16.0449, -0.0068, -0.0096, 0.0313
O, -0.1649, 7.7761, 18.5227, 0.0036, 0.0068, 0.0305
O, 0.6586, 5.2283, 18.5155, 0.0113, -0.0255, 0.0103
O, 9.7712, 1.8763, 18.6817, 0.0081, 0.0184, 0.0605
O, 5.0011, 10.958, 11.0807, -0.0096, 0.009, -0.0163
O, 3.7052, 5.3194, 15.4224, -0.0116, 0.0096, 0.0198
O, 1.5859, 7.6196, 11.0617, 0.0127, 0.0313, -0.0311
O, 2.3542, 0.8906, 20.954, -0.032, 0.0773, 0.0653
O, 11.6155, 7.555, 15.2532, 0.0084, -0.0041, 0.0283
O, 8.2327, 2.7933, 10.3073, 0.0003, -0.0019, -0.0067
O, 1.2702, 9.44, 20.0791, 0.0428, 0.0373, 0.1305
O, 7.6885, 9.7522, 15.995, 0.0067, 0.0122, 0.0266
O, 8.8152, 7.381, 21.2979, -0.021, -0.0909, 0.1011
O, 2.7432, 4.7182, 12.8937, -0.0139, 0.0005, 0.0357
O, 6.659, 2.2535, 14.702, -0.0093, -0.0006, 0.0142
O, 3.0457, -0.9174, 10.2515, 0.046, 0.0011, 0.0033
O, 6.2934, 2.4552, 11.975, 0.0417, 0.0327, -0.0099
O, 11.1595, 0.5862, 12.3477, 0.0192, 0.0301, -0.01
O, 5.9319, 8.3769, 21.7489, -0.0291, -0.2408, 0.1104
O, 0.9029, 11.6974, 12.7544, 0.01, -0.0083, 0.0047
O, 7.2542, 6.8172, 13.281, 0.0014, -0.0096, -0.0021
O, 3.3324, -2.9333, 13.0586, 0.0148, -0.0194, -0.0075
O, 5.9774, 8.5761, 17.8059, -0.0085, -0.0187, 0.0183
O, 8.0616, 3.1068, 16.8908, 0.0023, 0.0177, 0.0227
O, 7.5602, 0.7044, 17.8166, 0.0024, 0.0179, 0.014
O, 7.8162, 11.1896, 11.0328, 0.0169, 0.0506, -0.0842
O, 11.2442, 10.444, 18.2156, -0.0044, -0.031, 0.0363
O, 13.256, 1.291, 10.8567, 0.0123, -0.0277, -0.0004
O, 5.4623, 3.6837, 16.616, -0.0043, 0.0032, 0.0279
O, 2.5008, 11.5832, 21.0261, -0.0449, -0.0053, 0.0746
O, 5.2405, 6.113, 17.5093, -0.0127, -0.0095, 0.016
O, 5.5576, 10.7839, 20.5675, 0.054, 0.0121, 0.046
O, 4.6715, 7.1757, 19.842, -0.0246, -0.0043, 0.091
O, 9.0137, 11.8601, 17.7563, -0.0084, -0.0103, 0.0282
O, 0.4399, 12.5465, 10.0175, -0.0536, -0.0365, 0.0053
O, 12.0692, 5.8119, 12.8095, -0.0144, 0.0101, 0.0352
O, 12.1397, 3.19, 12.233, -0.0143, -0.029, 0.0188
O, -2.6327, 7.7738, 15.3296, -0.0033, -0.0452, 0.0259
O, 4.4187, 13.0467, 19.9841, -0.0608, 0.0184, 0.1093
O, 7.3169, 4.8415, 15.0568, 0.0012, 0.013, 0.0235
O, -2.4304, 9.0084, 10.9848, 0.0041, -0.0632, -0.0449
O, 12.7032, 3.823, 14.7057, -0.0092, 0.0136, 0.028
O, 11.5355, 8.4881, 12.9048, 0.0103, -0.0481, -0.0349
O, 9.8713, 11.2891, 9.2811, -0.0811, -0.0072, -0.0115
O, 5.0215, 3.9041, 13.6352, -0.0094, 0.0209, 0.0219
O, 3.1956, 4.5198, 17.8766, -0.0211, -0.0102, 0.03
O, 4.7052, 13.1112, 15.6744, -0.002, 0.0001, 0.0194
O, 3.4533, 9.0307, 21.3423, -0.0404, -0.0263, 0.0725
O, 8.1395, 6.7227, 10.0903, -0.0675, -0.0171, -0.0119
O, 7.9381, 9.9274, 21.1356, 0.0582, 0.0448, 0.0685
O, 9.7871, 5.8322, 19.39, -0.0499, -0.0066, 0.057
O, 0.3351, 9.757, 10.136, -0.0054, -0.0243, 0.0205
O, 10.0862, 11.3626, 12.1366, -0.0169, -0.0291, -0.0305
O, 0.3109, 1.3604, 15.1961, -0.0153, -0.0083, 0.0221
O, 6.9744, -0.3241, 20.5687, 0.0682, 0.0944, 0.1122
O, 5.5626, -4.4423, 12.735, -0.0063, 0.0046, 0.0143
O, -1.1392, 12.6739, 14.3705, -0.0076, -0.0061, 0.0237
O, 8.0878, 4.3887, 12.4976, -0.0204, -0.0263, -0.0493
O, 9.661, 5.6857, 14.1991, -0.0168, -0.0076, 0.0202
O, 5.6901, 11.519, 13.6679, -0.0199, -0.0193, -0.0101
O, -2.0842, 1.0604, 16.1233, 0.0034, -0.0108, 0.0107
O, 10.3348, 5.9557, 16.8276, 0, -0.0075, 0.0297
O, 5.8141, 8.0031, 15.1976, -0.0182, -0.0377, -0.0003
O, 10.6539, 6.8879, 10.8922, -0.0649, 0.0159, -0.0444
O, 10.7232, 2.0556, 10.3002, -0.0505, 0.0033, -0.0196
O, 2.5685, 12.6515, 14.3898, 0.0017, -0.013, 0.0195
O, 8.3205, 9.749, 13.3885, 0.0009, 0.007, -0.0552
O, 4.6258, 6.5439, 13.2734, -0.0004, 0.0139, 0.0324
O, 6.3279, -1.5031, 18.3217, -0.0051, 0.0152, 0.0578
O, 7.87, 4.8972, 21.0182, -0.0319, -0.0931, 0.1143
O, 2.8356, 1.7501, 15.4386, -0.0048, 0.0087, 0.0236
O, 2.9565, 9.7196, 10.0555, 0.0088, -0.0208, -0.0089
H, 5.8918, 1.14, 8.144, -0.0121, -0.0003, -0.0228
H, 4.0318, 4.4912, 8.1622, -0.0124, -0.0118, 0.0118
H, 0.0117, 4.4569, 8.2177, -0.0021, -0.0048, 0.0073
H, -0.0336, -0.1156, -8.2922, 0.0386, -0.0913, -2.5923
H, -0.1506, 6.76, -8.2499, -0.2369, 0.1608, -2.4956
H, 7.6326, 6.7119, -8.0806, -0.0066, 0.0624, -2.5204

Results
free energy: -166608.670 eV
free energy less fixed offsets of H -15.97, O -568.88, Si -635.61 eV per atom: 2.030 eV

The program warned: the cutoff lies below the one the program advises for these potential files; the exchange-correlation potential is rough where the density is thin.
